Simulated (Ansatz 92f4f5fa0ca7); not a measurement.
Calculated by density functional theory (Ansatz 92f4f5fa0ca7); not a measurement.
Periodic cell of 228 atoms, Si140O88, from a study of silicon, its oxide and their interface. The atomic structure is a simulated model.
This geometry differs little from another in the collection (a relaxation step or a small displacement).

Settings
functional: r2SCAN
potential files: Ansatz PAW
basis: plane waves
wave-function cutoff: 800 eV
density cutoff ratio: 5
exchange-correlation grid ratio: 1
k mesh: 1 x 1 x 1, shifted by 0.5 0.5 0 of a step
self-consistency stop: 1e-10 eV per atom in the density residual
occupations: fixed
spin: none
net charge: 0

Cell vectors (angstrom)
a	10.888	0	0
b	0	10.888	0
c	0	0	33.6505

Atoms: element, x, y, z (angstrom)
Si	-0.2487	0.3041	0.0406
Si	3.0063	2.4746	0.0603
Si	-0.2565	5.5848	-0.0443
Si	2.9149	7.8459	-0.0181
Si	5.0852	0.1159	0.095
Si	8.3893	2.5244	0.1729
Si	5.1359	5.6262	0.2212
Si	8.5248	7.9096	0.1164
Si	1.3658	1.3822	1.3691
Si	4.0424	4.0328	1.5029
Si	1.3332	6.7233	1.3086
Si	3.9451	9.4744	1.4037
Si	6.7422	1.3083	1.3228
Si	9.5532	4.0815	1.4386
Si	6.8228	6.8124	1.3538
Si	9.646	9.4987	1.389
Si	0.0519	2.7494	2.7713
Si	2.6378	-0.0367	2.7661
Si	0.0811	8.1418	2.7492
Si	2.6453	5.3988	2.774
Si	5.4702	2.6863	2.7726
Si	8.1593	-0.0424	2.6818
Si	5.4463	8.1855	2.7095
Si	8.1401	5.4306	2.75
Si	1.3437	4.0793	4.18
Si	4.0611	1.3291	4.0815
Si	1.3579	9.5014	4.1612
Si	4.0829	6.7904	4.0525
Si	6.815	4.0626	4.1227
Si	9.5254	1.3479	4.0457
Si	6.8021	9.5266	4.086
Si	9.5271	6.8074	4.0728
Si	-0.0254	-0.0023	5.4548
Si	2.7303	2.702	5.4703
Si	-0.0255	5.4566	5.4766
Si	2.7608	8.1536	5.4609
Si	5.4406	-0.0039	5.4448
Si	8.1942	2.7102	5.4487
Si	5.4363	5.4405	5.4428
Si	8.164	8.1649	5.4411
Si	1.3526	1.3534	6.8188
Si	4.0848	4.0822	6.8064
Si	1.3708	6.8098	6.8002
Si	4.1025	9.5243	6.8226
Si	6.8051	1.3661	6.7882
Si	9.5246	4.0827	6.8302
Si	6.8038	6.8052	6.8066
Si	9.5106	9.5324	6.8092
Si	0.0082	2.7312	8.1828
Si	2.7307	0.0014	8.1701
Si	0.0127	8.177	8.1428
Si	2.7255	5.45	8.1553
Si	5.4596	2.7355	8.1478
Si	8.1558	0.0157	8.1545
Si	5.4609	8.1761	8.1828
Si	8.1674	5.4527	8.1771
Si	1.3713	4.1106	9.5258
Si	4.1028	1.384	9.5057
Si	1.3622	9.5238	9.5123
Si	4.082	6.8079	9.5162
Si	6.8005	4.0902	9.5214
Si	9.5078	1.374	9.5174
Si	6.8221	9.5541	9.5313
Si	9.5513	6.8286	9.5115
Si	-0.022	-0.0095	10.8446
Si	2.752	2.7569	10.8581
Si	0.0176	5.4802	10.8906
Si	2.7213	8.166	10.8771
Si	5.4691	0.0462	10.8809
Si	8.1595	2.7445	10.8899
Si	5.4542	5.4631	10.8729
Si	8.2065	8.2015	10.8705
Si	1.3461	1.3761	12.1241
Si	4.103	4.1159	12.2482
Si	1.3654	6.8355	12.2867
Si	4.1066	9.5424	12.1815
Si	6.8196	1.3963	12.2892
Si	9.5146	4.132	12.2223
Si	6.8451	6.8328	12.1897
Si	9.5399	9.5485	12.2792
Si	0	2.7205	13.4816
Si	2.6924	0.0181	13.4506
Si	-0.0043	8.1913	13.6728
Si	2.7567	5.4743	13.6212
Si	5.4633	2.7894	13.6387
Si	8.1885	0.0278	13.6548
Si	5.5136	8.2106	13.5194
Si	8.1776	5.5156	13.6042
Si	1.3413	4.0515	14.8522
Si	4.015	1.3658	14.8133
Si	1.3929	9.6082	14.9239
Si	4.1804	6.8738	14.8953
Si	6.8199	4.1894	15.0104
Si	9.5714	1.4254	14.9501
Si	6.825	9.5334	14.9907
Si	9.5047	6.8547	15.0681
Si	0.2689	0.2954	16.2711
Si	2.4724	2.4838	16.1722
Si	-0.197	5.1635	16.2006
Si	3.0418	8.4748	16.1386
Si	5.1571	-0.1685	16.1243
Si	8.437	3.0251	16.249
Si	5.6984	5.8077	16.35
Si	7.9376	8.0264	16.4566
Si	3.7015	-15.2523	28.9506
Si	2.1546	-2.3761	30.6044
Si	17.5427	1.0055	21.1488
Si	2.4546	22.1283	24.226
Si	-4.2081	-1.6948	31.6799
Si	1.9828	5.743	23.3627
Si	-6.6342	14.8115	18.4089
Si	14.095	11.1566	29.5598
Si	-19.7343	1.4322	26.9877
Si	-15.745	-3.0871	27.6971
Si	10.9754	3.9516	22.0659
Si	12.0337	3.7108	31.4653
Si	6.3324	6.42	30.1445
Si	-16.4314	24.1687	29.5627
Si	26.2012	4.5497	24.0044
Si	2.7136	-6.982	28.7553
Si	-14.193	-11.7569	29.0286
Si	29.3449	-2.992	25.1539
Si	6.2931	24.3633	24.8104
Si	10.0828	9.6908	21.6667
Si	-11.8198	9.2806	18.4866
Si	-14.2877	23.6293	27.4852
Si	-4.1477	-6.8858	31.6929
Si	-3.5531	19.9552	22.561
Si	6.4787	12.6192	18.3215
Si	2.2367	5.2044	20.4628
Si	20.9551	41.9619	26.1482
Si	23.0363	6.9906	18.2288
Si	-0.3451	9.6229	29.1172
Si	12.1401	-2.1237	23.764
Si	-6.3823	1.8903	22.6869
Si	-22.0267	12.1935	23.2583
Si	-11.8905	23.1955	26.0362
Si	6.6295	6.3113	22.941
Si	22.3688	0.9334	30.8877
Si	18.7437	3.6656	22.4653
O	5.5715	9.9793	-1.0976
O	-15.7358	-8.1436	-2.6829
O	-2.0203	8.2016	-7.5766
O	0.3532	4.9124	-1.4239
O	-9.0409	6.5303	-14.0077
O	-27.9523	0.8856	-4.0894
O	0.4736	12.2637	-6.9872
O	2.3869	14.1479	-1.2345
O	4.3257	3.4991	-10.9063
O	4.0874	3.3435	-4.3002
O	13.4919	9.6314	-9.5484
O	17.7649	17.6859	-4.9864
O	4.0855	6.7432	-0.3807
O	41.6427	9.2128	-4.4275
O	9.5283	6.7388	-0.4795
O	7.7628	13.2531	-16.0718
O	7.0155	0.8905	19.5888
O	10.8944	-1.5754	27.5566
O	-1.0956	1.9499	24.4912
O	-16.1209	4.6953	32.6502
O	-7.7353	11.9904	22.999
O	-4.077	17.7894	16.9029
O	14.9893	-1.2894	16.6978
O	0.5844	-1.7761	22.2996
O	0.1358	13.3363	31.2368
O	18.1196	-1.7179	24.1871
O	13.6171	5.6982	21.9196
O	7.6985	6.6122	24.1526
O	4.912	5.2019	17.6534
O	13.3496	7.6967	17.4376
O	-2.3367	8.7591	17.8141
O	1.3827	1.4009	16.7628
O	-3.9815	10.458	21.8624
O	3.0135	16.2342	28.0933
O	-14.5401	16.0958	30.7179
O	-8.6301	-7.9673	27.5674
O	0.3685	-0.0139	32.1957
O	20.7301	0.3033	22.27
O	-4.4059	-1.6015	28.1139
O	24.3348	33.0132	28.0743
O	17.9749	5.0403	22.04
O	-12.3696	1.3319	33.366
O	-14.2832	3.3735	24.0318
O	0.6817	5.6876	17.4729
O	0.4849	2.4259	22.3835
O	-16.9641	5.9065	29.9616
O	16.4956	12.396	23.8169
O	-11.2818	21.4195	17.6148
O	-1.5125	-6.8834	22.0672
O	9.3811	10.7605	25.9797
O	-6.4417	7.5789	27.9706
O	-1.3175	-6.7879	16.767
O	-9.1626	7.2429	23.8021
O	2.2703	-2.5177	32.2146
O	26.984	-4.9921	23.5855
O	22.6459	11.3671	24.0313
O	41.6229	13.2493	26.9954
O	40.1369	13.1849	21.6959
O	-5.4319	13.7923	18.7799
O	7.9861	-18.3809	32.4997
O	22.3603	4.9465	23.2405
O	-4.389	7.7238	22.1221
O	21.9496	19.8244	24.9491
O	-21.9531	22.0716	29.5996
O	-5.6984	-7.1531	25.1889
O	7.8279	11.4178	28.3145
O	-4.6634	-14.0206	31.0731
O	-12.8968	8.754	22.1833
O	0.8657	4.3387	20.6932
O	2.8585	22.8434	25.6236
O	6.6999	-9.1785	26.0837
O	-9.2121	4.1198	29.9889
O	15.9624	34.0303	21.2794
O	-10.254	-2.074	30.1195
O	-15.2857	13.5821	28.4407
O	20.8457	9.7333	20.0472
O	3.2021	3.1822	17.4411
O	13.8256	4.992	24.4362
O	7.0257	10.2411	30.5156
O	-13.78	-2.0311	32.5462
O	-8.7049	-9.8311	30.5453
O	24.3268	7.1524	29.8656
O	-16.0445	11.5551	17.3857
O	14.3137	4.3959	19.7185
O	3.2145	9.6313	30.0786
O	4.0682	12.1935	33.1942
O	6.3369	7.5689	26.1446
O	-10.8215	8.0339	18.3955

Results
free energy: -139742.051 eV
free energy less fixed offsets of O -570.45, Si -639.56 eV per atom: -4.051 eV

Forces (eV/angstrom), in the order of the atoms: element, x, y, z
Si	0.0003	0.0001	-0.0029
Si	-0.0005	0.0003	-0.0039
Si	-0.0001	0.0004	-0.0021
Si	-0.0001	0.0007	-0.0031
Si	0.0006	0.0001	-0.001
Si	0	0.0002	-0.0023
Si	0.0007	-0.001	-0.0024
Si	-0.0002	-0.0002	-0.0006
Si	0.0001	0.0003	-0.0011
Si	-0.0008	-0.0002	0.0016
Si	-0.0003	0.0001	0.0001
Si	-0.0009	-0.0001	0.0006
Si	-0.0004	-0.0003	0.0015
Si	0.0005	0.0004	0.0001
Si	0	0.0002	-0.0014
Si	0.0003	0.0002	0.0001
Si	-0.0005	0.0008	-0.0015
Si	0.0002	0	-0.0011
Si	0.0004	0.0001	-0.0003
Si	0	-0.0004	-0.0016
Si	-0.0002	-0.001	-0.0013
Si	-0.0002	0.0006	-0.0016
Si	0.0002	0.0002	0.0003
Si	0.0003	0.0003	-0.0002
Si	0.0001	0.0006	-0.0006
Si	0.0004	0.0002	-0.0006
Si	0.0001	-0.0003	-0.0004
Si	0.0001	0.0002	-0.0001
Si	-0.0002	0.0002	0.0011
Si	-0.0001	0.0002	0.0005
Si	0.0003	0.0004	-0.0002
Si	0	0.0001	-0.0005
Si	-0.0003	0.0006	-0.0003
Si	0.0002	0.0004	-0.0008
Si	-0.0001	0.0005	-0.0005
Si	-0.0003	0.0002	-0.0002
Si	0.0002	0.0006	0
Si	-0.0001	0.0002	0.0002
Si	0.0002	0.0007	0.0004
Si	0.0004	0.0005	0.0002
Si	0	0.0005	-0.0001
Si	0.0002	0.0007	-0.0001
Si	0	0.0007	-0.0003
Si	-0.0002	0.001	-0.0002
Si	0.0004	0.001	-0.0004
Si	0.0001	0.0007	0
Si	0	0.0005	-0.0002
Si	0	0.0005	-0.0001
Si	0.0005	0.0007	-0.0001
Si	0.0002	0.0009	0
Si	0.0002	0.0007	-0.0002
Si	0.0005	0.0004	-0.0001
Si	0	0.0009	-0.0001
Si	0.0002	0.0006	0
Si	0.0006	0.0005	0
Si	0.0002	0.0009	-0.0001
Si	-0.0002	0.0003	-0.0003
Si	-0.0002	0.0004	0.0001
Si	0.0003	0.0012	-0.0002
Si	0.0001	0.0011	-0.0001
Si	0.0005	0.001	-0.0001
Si	-0.0001	0.001	-0.0002
Si	-0.0002	0.0001	-0.0001
Si	-0.0001	0.0003	-0.0001
Si	-0.0003	0.0005	-0.0007
Si	0	0.0002	0
Si	0.0002	-0.0001	0.0004
Si	0.0002	0.0007	0.0005
Si	0.0001	-0.0002	0.0006
Si	-0.0002	0.0005	0.0004
Si	-0.0002	0.0004	0.0002
Si	-0.0003	-0.0001	0.0003
Si	-0.0009	0.0006	-0.0006
Si	0.0001	0.0001	-0.0011
Si	0.0002	0.0002	0.0006
Si	0.0002	0.0005	0.001
Si	0.0002	0.0002	0.0008
Si	0.0003	0.0001	-0.0016
Si	-0.0004	0.0005	-0.0001
Si	0	0.0006	0
Si	0	0.0005	0.0009
Si	-0.0004	0.0007	-0.0005
Si	-0.0009	0	0.0016
Si	0.0002	0.0001	-0.001
Si	-0.0004	0.0012	-0.0013
Si	0.0002	-0.0001	-0.0003
Si	0	-0.0008	-0.0008
Si	-0.0005	0.0004	-0.0002
Si	0.0006	-0.0004	-0.0012
Si	-0.001	0.001	0.0007
Si	-0.0008	0.0002	0.0009
Si	0.0001	0.0004	0.001
Si	-0.0005	0.0011	0.0002
Si	-0.0002	-0.0004	-0.0017
Si	0.0008	0.0011	0.0014
Si	-0.0001	0.0011	0.0015
Si	-0.0009	-0.0001	0.0034
Si	-0.0001	0.0004	0.001
Si	-0.0004	0.0007	0.0032
Si	-0.0016	-0.0007	0.004
Si	0.0006	0.0011	0.0022
Si	-0.0012	0.0002	0.0013
Si	-0.0001	0.0006	0.0011
Si	-0.0008	0.0002	0.0029
Si	0.0001	-0.0002	-0.0021
Si	-0.0003	0	-0.0033
Si	0.0004	-0.0013	0.0018
Si	-0.0014	0.0004	0.0008
Si	-0.0001	0.0007	-0.0026
Si	-0.0016	0.001	0.0002
Si	0.0005	0.0007	0.0016
Si	-0.0003	-0.0002	-0.0013
Si	-0.0002	-0.0005	-0.0022
Si	-0.0002	-0.0001	-0.0011
Si	-0.0004	-0.003	0.0023
Si	-0.0001	-0.0004	-0.0034
Si	-0.0003	0.0003	-0.0034
Si	0.0005	0.0005	-0.0016
Si	-0.0003	-0.0012	-0.0014
Si	-0.0009	-0.0002	-0.0025
Si	0.0001	0.0005	-0.0024
Si	-0.0005	-0.0003	-0.0001
Si	-0.0008	-0.0001	-0.0002
Si	0.0009	-0.0005	-0.0002
Si	0.0026	0.0018	0.0035
Si	0.0008	-0.0001	-0.0017
Si	-0.0012	-0.0018	-0.0015
Si	-0.0011	-0.0003	-0.0009
Si	0.0008	0.0006	0.0029
Si	-0.0007	0.0005	0.0006
Si	-0.0007	0.0006	-0.0012
Si	0.0029	0.0032	0.0056
Si	-0.0004	0	-0.002
Si	0	-0.0005	0.0003
Si	-0.0012	-0.0052	-0.0004
Si	0.0009	0.0004	-0.0012
Si	-0.0001	-0.0008	-0.0007
Si	-0.0009	0.0002	0.0006
Si	-0.0008	-0.0001	-0.0028
Si	-0.0001	-0.0007	-0.0005
O	0.0006	-0.0001	-0.0001
O	0.0018	0.0014	0.0005
O	-0.0006	0.0003	-0.0002
O	-0.0011	0.0011	0.0005
O	-0.0055	0.0025	-0.0064
O	-0.001	0	0.0002
O	-0.0005	0.0002	-0.0002
O	0.0004	-0.0008	0.0023
O	-0.0008	-0.0033	-0.0013
O	0.0007	-0.0006	0.0005
O	-0.0008	0.0005	0.0015
O	-0.0007	-0.0003	0.0022
O	-0.0004	0.0001	-0.0003
O	-0.0006	0.0003	0.0016
O	0	0.0003	-0.0028
O	0	0.0013	-0.001
O	-0.0006	-0.0003	-0.001
O	-0.0003	0.0002	0.0011
O	0.0004	-0.0013	-0.0006
O	-0.0017	0.001	0.0028
O	0.0024	0.001	0.0003
O	-0.0001	0.0002	-0.003
O	-0.0003	0.0001	-0.0005
O	-0.0007	-0.0002	-0.0005
O	-0.0002	0.0004	-0.0007
O	-0.0003	-0.0003	-0.0005
O	-0.0008	-0.0002	-0.003
O	-0.0016	0.0007	0.0001
O	0.0005	0.0006	-0.0013
O	-0.0041	0.0008	-0.0012
O	0.0008	-0.0003	-0.0022
O	-0.0007	0.001	-0.0001
O	-0.0003	0.0005	-0.0012
O	-0.0006	0.0003	0.0009
O	0.0002	-0.0009	0.0004
O	0.0006	0.0011	0.0004
O	-0.0005	0.0007	0.0031
O	0.0028	0.001	-0.0008
O	-0.0005	-0.0002	0.0005
O	-0.0003	-0.0002	0.0024
O	0.0006	-0.0014	-0.0003
O	-0.0007	0.0002	0.0004
O	-0.0009	0.0001	-0.0007
O	-0.0016	0.001	-0.0006
O	-0.0024	0.0031	0.0019
O	0	0.0001	0.0022
O	-0.0005	0.0005	-0.0006
O	-0.0017	-0.0017	-0.002
O	0.0002	-0.0023	-0.0025
O	0.0002	0.0001	-0.0003
O	-0.0003	-0.0005	0.0013
O	-0.0007	0.0005	0.0001
O	-0.0001	-0.0022	-0.0007
O	-0.0001	-0.0002	0.0018
O	0.0004	-0.0004	-0.0014
O	-0.0019	-0.0009	-0.0011
O	-0.0013	-0.0034	-0.0012
O	-0.0036	-0.0003	-0.0007
O	-0.0013	0.0011	-0.0006
O	0.0004	0.0002	0.0025
O	-0.0012	-0.0005	-0.0026
O	-0.0001	-0.001	-0.001
O	-0.0001	-0.0018	0.0001
O	0.0002	0.0003	0.002
O	-0.0009	-0.0007	-0.0006
O	-0.0007	-0.0001	0.0004
O	-0.0001	0.0011	0.0015
O	0.0011	0.0009	-0.0009
O	0.0002	0.0004	-0.0009
O	-0.0009	-0.0005	0.0005
O	0.0005	0	-0.0002
O	-0.0011	-0.0009	0.0024
O	0.0008	-0.0005	0.0011
O	0.0002	-0.0003	0.0004
O	-0.0014	-0.0006	0.0014
O	0.0013	-0.002	-0.0059
O	-0.0008	-0.0008	-0.0033
O	-0.0006	0.0005	-0.0024
O	-0.001	-0.0011	0.0023
O	-0.0003	-0.0009	0.0011
O	-0.0006	-0.0015	0.0028
O	-0.0013	0.001	0.0015
O	-0.002	-0.0001	-0.0024
O	-0.0013	0.0007	-0.001
O	-0.0004	-0.0001	0.0019
O	-0.0005	0.0006	-0.0003
O	-0.0007	0.0005	0.0006
O	0.0043	0.0036	-0.0023

The program warned: the cutoff lies below the one the program advises for these potential files; the forces do not sum to zero within the program's tolerance; empty levels may hold ghost states of the PAW files; the exchange-correlation potential is rough where the density is thin.
